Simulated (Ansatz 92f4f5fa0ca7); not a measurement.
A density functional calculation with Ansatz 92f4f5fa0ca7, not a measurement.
Periodic cell of 256 atoms, Si134O86H32N4, with a vacuum gap, from a study of silicon, its oxide and their interface. The atomic structure is a simulated model.

Settings: functional r2SCAN; potential files Ansatz PAW; basis plane waves; wave-function cutoff 800 eV; density cutoff ratio 5; exchange-correlation grid ratio 1; k mesh 1 x 1 x 1, shifted by 0.5 0.5 0 of a step; self-consistency stop 1e-11 eV per atom in the density residual; occupations fixed; spin none; net charge 0; applied field sawtooth along c, amplitude +0.015 V/angstrom in the program's sign convention, ramp centred at 0.9887 of c and 0.0225 of c wide, no dipole correction.

Cell vectors (angstrom)
a  10.88  0  0
b  0  10.88  0
c  0  0  44.4184

Atoms: element, x, y, z (angstrom)
Si  -0.3176  0.8567  30.6802
Si  3.0706  2.4184  30.844
Si  -0.3215  5.8542  30.7527
Si  2.4406  8.1035  30.5008
Si  5.3783  0.254  30.7303
Si  8.2854  2.8734  31.1562
Si  5.9098  4.804  30.7126
Si  8.3936  7.979  30.6529
Si  1.3535  1.5104  32.2025
Si  4.1683  4.0475  32.095
Si  1.3293  6.828  32.0746
Si  3.9931  9.5022  31.797
Si  6.8622  1.344  32.2036
Si  9.5033  4.3897  32.3619
Si  6.9143  6.6558  31.9685
Si  9.4688  9.7802  31.8108
Si  0.0566  2.9196  33.5335
Si  2.6889  -0.0496  33.3573
Si  -0.0634  8.3162  33.2847
Si  2.7455  5.4549  33.3764
Si  5.4439  2.6885  33.5237
Si  8.1957  -0.021  33.4691
Si  5.4203  8.1243  33.1789
Si  8.0433  5.5255  33.6714
Si  1.426  4.1875  34.865
Si  4.0353  1.306  34.7702
Si  1.3233  9.5348  34.7474
Si  4.1038  6.8366  34.6884
Si  6.7446  4.0587  34.916
Si  9.5405  1.4302  34.7645
Si  6.7514  9.4707  34.6867
Si  9.4991  6.9557  34.7836
Si  -0.0093  0.0479  36.1176
Si  2.7266  2.7211  36.1425
Si  -0.0097  5.5425  36.1352
Si  2.7016  8.1598  36.0782
Si  5.4264  -0.0379  36.0989
Si  8.1692  2.7065  36.1855
Si  5.3808  5.4788  36.1537
Si  8.103  8.215  36.1485
Si  1.3355  1.3967  37.4893
Si  4.053  4.0922  37.4989
Si  1.3511  6.8505  37.5071
Si  4.0552  9.5036  37.4633
Si  6.7829  1.3284  37.4902
Si  9.5305  4.1138  37.4897
Si  6.7819  6.8052  37.4959
Si  9.4701  9.5858  37.4724
Si  -0.0079  2.7491  6.9632
Si  2.6895  0.0098  6.8878
Si  -0.0664  8.2039  6.9059
Si  2.6828  5.436  6.9344
Si  5.4434  2.7395  6.9064
Si  8.1225  -0.0044  6.9778
Si  5.4078  8.1441  6.9313
Si  8.1383  5.4311  6.9332
Si  1.3375  4.1234  8.338
Si  4.0582  1.3827  8.2111
Si  1.3007  9.553  8.2409
Si  4.0822  6.7465  8.2818
Si  6.7951  4.0676  8.312
Si  9.4912  1.3746  8.3039
Si  6.7565  9.4787  8.3199
Si  9.4726  6.8119  8.276
Si  -0.0399  0.0012  9.6585
Si  2.7643  2.7436  9.6114
Si  -0.0509  5.5027  9.677
Si  2.6532  8.123  9.5045
Si  5.3645  0.0148  9.5765
Si  8.1435  2.7118  9.6839
Si  5.4503  5.4194  9.7073
Si  8.0764  8.0635  9.6982
Si  1.3806  1.4167  10.9194
Si  4.143  4.0199  11.0596
Si  1.3601  6.8771  10.9937
Si  3.9476  9.4979  10.8129
Si  6.7417  1.2962  10.9658
Si  9.4726  4.1355  11.0294
Si  6.7344  6.7322  11.2006
Si  9.4806  9.4137  10.967
Si  0.0562  2.7927  12.2726
Si  2.611  -0.0793  12.212
Si  -0.0142  8.1895  12.432
Si  2.6946  5.4081  12.2762
Si  5.5035  2.6354  12.4643
Si  8.0629  -0.1598  12.2663
Si  5.1973  8.2237  12.2907
Si  8.1395  5.3157  12.6283
Si  1.188  4.35  13.6878
Si  4.2386  0.9574  13.4877
Si  0.8598  10.0393  13.6831
Si  3.7307  6.934  13.6724
Si  7.2785  3.4143  13.92
Si  9.511  1.3061  13.3039
Si  6.4579  9.6606  13.6874
Si  9.8172  6.5486  13.7624
Si  1.4917  -1.6131  18.4632
Si  2.1768  1.4853  18.2619
Si  -4.9791  5.4147  20.4489
Si  1.3359  9.8499  21.3458
Si  9.3505  -2.0464  21.4622
Si  5.8274  3.4157  16.7404
Si  5.2265  8.0991  15.6955
Si  6.0581  6.2901  17.5508
Si  8.0157  18.7303  15.9982
Si  7.9107  10.8063  22.8192
Si  7.1368  3.1593  19.4271
Si  -1.7678  -6.272  23.9832
Si  -6.6973  2.4589  20.2947
Si  8.5481  -5.8081  26.9628
Si  12.2449  2.0395  20.9129
Si  5.45  3.5107  25.285
Si  12.497  0.0933  26.1258
Si  13.8136  13.4866  15.654
Si  4.7555  -3.3114  22.1839
Si  2.4684  -2.2353  15.7253
Si  1.9579  7.5756  23.2366
Si  6.6124  6.2816  24.1631
Si  8.7261  5.5064  19.9413
Si  10.6597  -4.861  22.0423
Si  9.2337  2.3858  21.793
Si  12.3101  1.7399  28.5246
Si  4.2174  0.9142  24.6979
Si  5.0933  10.6803  21.8749
Si  -1.5883  -2.5635  18.6736
Si  -0.6342  3.4756  29.0276
Si  4.005  -3.4582  28.0782
Si  6.9726  -9.9256  25.6705
Si  7.9083  7.9721  26.3463
Si  1.6124  -3.0283  26.2935
Si  5.5055  4.9116  27.7014
Si  10.7543  8.2589  28.709
Si  6.2565  9.2328  28.6496
Si  9.4901  -0.5878  26.6654
O  5.2121  -4.3953  27.6053
O  0.6808  0.5932  29.4011
O  2.3887  2.7097  29.3862
O  -1.8447  -1.8758  25.7466
O  3.297  7.0941  29.5083
O  -1.7122  4.3413  28.2341
O  4.2472  1.3707  30.3885
O  7.0728  -1.8814  27.2874
O  7.1668  3.7977  30.3876
N  9.5642  2.2479  30.1089
O  9.1555  4.4155  25.5974
O  5.377  11.356  25.8211
O  11.1641  2.7195  27.9395
N  9.8015  7.2395  29.8316
O  7.4588  5.5557  21.0208
O  0.0566  5.4226  14.2486
O  5.4686  0.0421  14.0983
O  3.1428  1.389  14.6252
O  -0.2996  11.1597  14.0491
O  1.4016  9.7183  15.1956
O  4.8802  6.7226  14.8422
N  5.576  14.5458  20.2231
O  6.7941  3.6076  15.4618
O  9.0957  -9.9915  22.3443
O  8.4905  2.3092  14.1365
O  7.3769  6.4763  16.6178
N  6.754  8.7253  15.1712
O  12.8568  9.112  20.0242
O  -5.4959  4.8776  17.2412
O  9.2497  7.4095  15.0515
O  -6.2608  1.0013  20.8921
O  2.7828  -7.9829  21.0945
O  -7.336  -3.5301  23.2265
O  2.1671  3.8286  14.9072
O  1.0634  1.9897  19.3197
O  1.941  13.0568  16.838
O  5.1942  -3.2626  17.2307
O  2.4337  7.4359  14.6106
O  -2.7253  2.4484  20.5262
O  6.178  6.3208  19.1301
O  12.6113  11.416  21.4388
O  8.7727  3.3283  23.0447
O  1.7451  -1.7832  22.7135
O  15.3095  13.6969  16.2192
O  14.5123  12.8839  18.8123
O  9.7663  7.3458  21.8746
O  4.7356  17.1528  21.1781
O  12.1914  6.5406  22.1485
O  8.5271  8.6858  17.2968
O  -3.4338  0.2973  24.2885
O  -2.734  -6.5195  18.9313
O  -2.8272  5.7737  23.7092
O  4.0103  9.1694  15.5865
O  10.6251  -1.101  21.2396
O  13.0612  0.9665  27.3592
O  2.1432  -2.5569  17.2917
O  4.7458  -1.7902  21.5524
O  10.0759  -5.7665  20.8032
O  6.5833  2.5869  17.9714
O  12.8283  -0.1066  18.0664
O  11.3009  -3.3756  27.3506
O  8.4759  -1.5722  22.7182
O  10.838  0.1605  26.0583
O  -0.0304  -8.3004  21.5476
O  6.6817  -0.0042  21.801
O  12.2511  -3.4894  24.75
O  -1.6755  6.7181  18.9739
O  8.5972  -1.9508  20.0176
O  2.6316  0.6162  24.964
O  2.9652  -3.6671  26.873
O  -5.1301  -5.9651  24.4817
O  4.7051  3.9304  26.6864
O  4.5275  0.0849  23.3529
O  1.2204  8.7248  29.5479
O  10.5047  5.2037  23.4276
O  17.6789  2.5817  25.5478
O  4.705  -2.0191  28.3393
O  6.0837  7.2872  23.0315
O  17.8743  4.743  27.1442
O  11.1159  4.6458  29.7786
O  10.7936  8.8915  18.4776
O  4.4324  -8.3534  24.475
O  1.9197  -1.4567  26.3249
O  5.1774  -6.2396  29.251
O  8.6857  -4.1806  27.0127
O  -2.6637  0.4999  26.6858
O  6.158  -0.1738  29.3299
O  9.8817  -1.3173  28.133
O  7.0978  -2.5651  29.6875
O  6.8063  7.3041  25.3941
H  2.1474  0.5651  38.4217
H  0.5164  2.2212  38.4217
H  4.886  3.2818  38.4314
H  3.2232  4.906  38.4314
H  0.5105  7.6531  38.4395
H  2.1477  6.0043  38.4395
H  3.2395  10.3315  38.3958
H  4.8749  8.6797  38.3958
H  7.6068  0.5087  38.4227
H  5.9827  2.1713  38.4227
H  8.6863  4.9125  38.4222
H  10.3453  3.285  38.4222
H  5.9495  7.6163  38.4284
H  7.5983  5.9781  38.4284
H  8.6305  10.3894  38.4048
H  10.2803  8.7525  38.4048
H  0.8112  1.9245  6.0308
H  -0.8226  3.5778  6.0308
H  1.8776  0.8414  5.9553
H  3.5051  -0.8181  5.9553
H  0.7742  7.4014  5.9734
H  -0.8766  9.0372  5.9734
H  1.8862  6.2822  6.002
H  3.5126  4.6222  6.002
H  6.2435  1.8966  5.974
H  4.6104  3.5499  5.974
H  7.2985  0.8153  6.0454
H  8.9621  -0.8079  6.0454
H  6.2402  7.333  5.9989
H  4.5881  8.968  5.9989
H  8.9824  4.6324  6.0007
H  7.3218  6.2582  6.0007

Results
free energy: -136801.197 eV
free energy less fixed offsets of H -15.71, N -386.36, O -570.45, Si -639.56 eV per atom: 6.703 eV

Forces (eV/angstrom), in the order of the atoms: element, x, y, z
Si  0.0007  -0.0018  0.0189
Si  -0.0003  0.0064  0.0296
Si  0.0076  -0.0052  0.0207
Si  -0.0055  -0.0019  0.0286
Si  -0.0036  -0.0047  0.0302
Si  0.0048  -0.0045  0.0009
Si  -0.0001  0.0116  0.0288
Si  -0.0026  0.0027  0.0247
Si  0.0031  -0.0043  -0.0101
Si  0.0072  -0.0098  -0.0195
Si  -0.0045  0.0057  -0.0176
Si  0.0041  0.002  -0.0095
Si  -0.0005  0.0092  -0.0126
Si  -0.0082  0.0015  -0.0236
Si  0.0118  -0.0109  -0.0135
Si  0.0059  0.0011  -0.0218
Si  -0.0069  0.0004  0.0144
Si  -0.0116  0.009  0.0076
Si  -0.0035  -0.0051  0.0001
Si  0.0002  -0.0088  0.0082
Si  -0.0001  0.0152  0.0106
Si  -0.0031  -0.0023  0.0111
Si  0.0081  0.0055  0.0045
Si  0.0001  -0.0098  -0.0031
Si  -0.0004  -0.0013  0.0135
Si  0.0095  0.0171  0.0122
Si  0.0003  0.0088  0.0138
Si  -0.0112  -0.017  0.035
Si  0.0187  0.0082  0.0085
Si  -0.0019  0.0071  0.018
Si  0.0103  0.014  0.0174
Si  0.0025  -0.0224  0.0125
Si  0.0346  -0.0481  0.1806
Si  -0.0009  -0.0036  0.1786
Si  -0.0331  0.0178  0.18
Si  -0.0004  0.0188  0.1789
Si  -0.0084  0.0044  0.1822
Si  -0.0495  0.0423  0.1729
Si  0.0145  -0.0278  0.1792
Si  0.0073  -0.0002  0.1808
Si  0.0638  -0.0998  0.3799
Si  0.0293  0.0385  0.4547
Si  -0.0569  -0.0129  0.3108
Si  0.0345  0.0361  0.1949
Si  0.0218  0.0136  0.2428
Si  -0.0779  0.0674  0.2397
Si  -0.0541  0.0739  0.3456
Si  -0.0099  0.0216  0.2922
Si  -0.0347  -0.0886  -0.1319
Si  -0.0952  0.0952  -0.3848
Si  -0.0477  -0.0275  -0.3233
Si  0.1412  -0.0019  -0.346
Si  -0.0744  -0.0056  -0.3631
Si  0.0131  -0.0534  -0.2148
Si  0.0963  -0.0661  -0.2972
Si  0.0628  -0.0103  -0.286
Si  -0.0194  -0.0163  -0.1787
Si  0.0081  0.0097  -0.1942
Si  0.0122  -0.013  -0.1947
Si  -0.0081  -0.004  -0.1682
Si  -0.0127  0.0297  -0.1999
Si  0.03  -0.019  -0.1632
Si  0.0212  0.0047  -0.167
Si  -0.0047  0.0002  -0.1816
Si  -0.0188  -0.0115  -0.0149
Si  0.0093  -0.0061  -0.0192
Si  0.0031  0.0127  -0.0264
Si  0.0153  0.0106  -0.0156
Si  -0.026  -0.0158  -0.0185
Si  -0.0042  -0.0175  -0.0177
Si  -0.011  0.0108  -0.0248
Si  0.0043  0.0074  -0.0145
Si  0.0086  -0.0122  -0.0142
Si  -0.0051  -0.0027  -0.0101
Si  0.0008  0.0074  -0.0091
Si  -0.0065  0.0031  -0.0034
Si  0.0012  0.0057  -0.0093
Si  -0.0003  -0.0068  -0.005
Si  0.0044  0.0058  -0.0055
Si  0.0074  -0.0023  -0.0112
Si  -0.0066  -0.0038  0.0105
Si  0.0066  0.0016  0.0139
Si  -0.0023  -0.0049  0.0179
Si  -0.0043  0.0053  0.0108
Si  -0.0012  -0.0088  0.0123
Si  -0.0016  0.0023  0.0122
Si  -0.0072  0.0022  0.0099
Si  0.0024  -0.0015  0.0166
Si  0.0041  0.0006  0.0008
Si  -0.0113  0.0059  0.0008
Si  0.0093  -0.0094  0.0078
Si  0.0035  0.0038  0.0016
Si  -0.0004  0.0004  -0.0043
Si  -0.0038  0.0021  0.0024
Si  0.0016  -0.0033  0.0072
Si  0.0008  0.0062  -0.002
Si  -0.0044  0.0071  0.0324
Si  0.002  0  0.0324
Si  -0.0044  0.0012  0.0274
Si  0.0019  -0.0022  0.0227
Si  -0.0014  -0.0001  0.0221
Si  -0.0043  -0.0019  0.0324
Si  -0.0032  -0.0045  0.012
Si  0.0012  -0.0038  0.0057
Si  -0.0002  0.0007  0.0299
Si  -0.0035  0.0057  0.0278
Si  0.0041  0.0022  0.0276
Si  -0.005  0.0027  0.0423
Si  0  -0.0026  0.0233
Si  0.0004  0.0006  0.0372
Si  -0.0014  0.0006  0.0199
Si  -0.002  0.0017  0.0328
Si  -0.0049  0.0025  0.0331
Si  0.0029  -0.0069  0.0309
Si  0.0024  0.0008  0.0225
Si  -0.0018  0.0005  0.0258
Si  -0.0058  -0.0028  0.0327
Si  0.0014  -0.0042  0.0391
Si  0.0016  -0.0026  0.0241
Si  0.0047  -0.0025  0.0304
Si  0.0034  -0.0004  0.0273
Si  -0.0046  0.0029  0.0329
Si  -0.0057  0.0056  0.0306
Si  0  0.0001  0.0303
Si  0.0023  -0.003  0.0297
Si  0.0053  -0.0032  0.0299
Si  0.0021  0.0022  0.0299
Si  0.0043  0.0019  0.035
Si  0.0039  0.005  0.0233
Si  0.001  0.0017  0.0416
Si  -0.003  0.0039  0.0372
Si  0.0012  -0.0023  0.0356
Si  -0.0012  0.0009  0.024
Si  0.0058  -0.0066  0.0289
O  0.0018  0.0007  -0.0122
O  0.0053  -0.0018  -0.0146
O  -0.0054  -0.0026  -0.0165
O  0.0001  0.0005  -0.0129
O  0.0044  0.0003  -0.0144
O  -0.0083  0.0082  -0.0217
O  0.0065  0.007  -0.0157
O  0.0059  -0.0031  -0.0186
O  -0.0055  0.0126  0.0035
N  0.0013  -0.007  -0.0151
O  0.0023  -0.0019  -0.0248
O  -0.0024  0.0004  -0.008
O  0.0004  -0.0003  -0.0187
N  -0.0038  -0.0053  -0.0136
O  0.0004  0.0002  -0.0044
O  0.0021  -0.005  -0.0039
O  -0.0025  -0.0035  -0.0114
O  0.005  -0.0035  -0.0104
O  -0.0042  0.0013  -0.0141
O  -0.0048  0.0027  -0.0191
O  -0.0065  -0.0055  -0.0129
N  0.0016  -0.0011  -0.0088
O  0.0119  0.0037  -0.0356
O  0.0013  0.0023  -0.0098
O  -0.0017  -0.0025  -0.0057
O  0.0029  0.0036  -0.0142
N  -0.0019  0.009  -0.0174
O  -0.0015  -0.0023  -0.0197
O  -0.002  -0.003  -0.0203
O  0.0056  -0.0086  -0.0204
O  -0.002  0.0082  -0.0116
O  0.0013  -0.0001  -0.0089
O  0.0052  0.0007  -0.0064
O  -0.0106  0.0073  -0.0167
O  0.0011  -0.0016  -0.0153
O  0.0025  0.0066  -0.0206
O  -0.0016  0.0087  -0.0136
O  0.0044  -0.0005  -0.0136
O  -0.0058  0.0023  -0.0159
O  0.0009  0.0053  -0.0305
O  0.0001  0.0033  -0.0083
O  0.0004  -0.009  -0.0172
O  -0.0023  0.0073  -0.016
O  -0.004  -0.0011  -0.0135
O  -0.0057  -0.0028  -0.0202
O  -0.0034  0.0041  -0.015
O  0.0023  -0.0075  -0.0102
O  -0.0024  -0.001  -0.0058
O  -0.0074  -0.0002  -0.0221
O  0.0047  -0.0051  -0.0252
O  -0.0005  -0.0012  -0.0078
O  -0.0009  -0.0006  -0.0176
O  0.0023  0.002  -0.0073
O  0.0021  0.0005  -0.0093
O  0.0022  -0.0078  -0.0178
O  0.0053  -0.0061  -0.0206
O  -0.0013  -0.0029  -0.0187
O  -0.0056  -0.0019  -0.0146
O  -0.0049  -0.0018  -0.0217
O  0.0005  -0.0016  -0.0136
O  0.0059  -0.0018  -0.0164
O  0.0028  -0.0032  -0.0139
O  -0.0011  0.0007  -0.0106
O  0.0052  0.0001  -0.0141
O  -0.0005  0.0004  -0.0133
O  0.002  -0.0017  -0.0293
O  -0.0002  0.0043  -0.0151
O  -0.0002  0.0002  -0.0204
O  0.0116  0.0011  -0.0128
O  -0.0061  0.0021  -0.0148
O  0.0032  0.0073  -0.0093
O  0.0018  -0.0062  -0.0176
O  0.0047  -0.008  -0.0243
O  -0.0001  0.0017  -0.0158
O  0.0054  0.0027  -0.0125
O  0.0027  -0.0008  -0.0074
O  -0.0021  -0.0016  -0.0118
O  -0.0058  0.0073  -0.017
O  0.0029  -0.0016  -0.0145
O  0.0006  -0.0051  -0.0127
O  0.001  -0.0002  -0.0111
O  -0.0014  -0.0033  -0.0052
O  -0.0015  -0.0013  -0.0099
O  -0.0018  -0.0036  -0.0288
O  -0.0008  0.0027  -0.0089
O  -0.0063  0.004  -0.0121
O  0.0041  -0.0007  -0.0109
O  -0.0037  0.0052  -0.0132
O  -0.0045  0.0064  -0.0136
O  -0.007  -0.008  -0.0222
H  -0.2438  0.2762  -0.2514
H  0.3232  -0.348  -0.273
H  -0.1879  0.3392  -0.2549
H  0.2026  -0.38  -0.2515
H  0.3862  -0.126  -0.2616
H  -0.2484  0.3131  -0.2807
H  0.2491  -0.2529  -0.298
H  -0.3594  0.2576  -0.2734
H  -0.479  0.3518  -0.2275
H  0.1559  -0.3054  -0.3149
H  0.3244  -0.2737  -0.2674
H  -0.2232  0.4296  -0.281
H  0.3526  -0.2752  -0.2217
H  -0.3027  0.2819  -0.2935
H  0.5288  -0.3082  -0.2265
H  -0.2468  0.2192  -0.311
H  -0.2601  0.3193  0.3044
H  0.3186  -0.3013  0.2848
H  0.2935  -0.3306  0.1997
H  -0.2912  0.2694  0.2705
H  -0.2763  0.1827  0.275
H  0.3133  -0.4351  0.2059
H  0.2606  -0.2115  0.2981
H  -0.4086  0.1811  0.2394
H  -0.2371  0.3861  0.2284
H  0.358  -0.2015  0.2497
H  0.2292  -0.3597  0.302
H  -0.3614  0.3615  0.2698
H  -0.3004  0.313  0.2365
H  0.2453  -0.306  0.3063
H  -0.3745  0.2674  0.2349
H  0.25  -0.329  0.273

The program warned: the cutoff lies below the one the program advises for these potential files; the forces do not sum to zero within the program's tolerance; empty levels may hold ghost states of the PAW files; the exchange-correlation potential is rough where the density is thin.
